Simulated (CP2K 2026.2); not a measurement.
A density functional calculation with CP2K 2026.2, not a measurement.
Periodic cell of 523 atoms, Si368O155, from a study of silicon, its oxide and their interface. The atomic structure is a simulated model.
Doubt: the forces sum to 4.10 eV/angstrom along one axis rather than to zero, so they err by at least 0.0078 eV/angstrom per atom on average; the grid cutoff is modest.

Settings: functional PBE; method Gaussian and plane waves; basis set DZVP-MOLOPT-SR-GTH; pseudopotentials GTH-PBE; grid cutoff 350 Ry, relative cutoff 50 Ry; k points Gamma only; occupations fixed; spin none; net charge 0.

Cell vectors (angstrom)
a	15.3871	0	0
b	0	15.3871	0
c	4.061	-3.4146	39.345

Atoms and the computed forces on them: element, x, y, z (angstrom), force x, y, z (eV/angstrom)
Si	15.712	12.429	30.334	-0.109	0.002	0.144
Si	15.814	-0.003	30.893	-0.258	0.088	0.594
Si	16.034	5.417	30.605	0.01	-0.02	0.085
Si	14.511	7.944	30.208	0.052	-0.038	0.283
Si	3.499	12.349	30.406	0.012	-0.025	0.071
Si	3.605	-0.054	30.603	-0.06	-0.022	0.023
Si	18.627	6.497	31.407	0.178	-0.05	0.152
Si	4.8	7.67	29.153	0.058	-0.139	0.198
Si	9.598	9.707	29.891	0.005	0.051	0.118
Si	8.634	1.65	30.838	0.077	0.653	0.243
Si	8.979	3.897	31.431	0.013	-0.135	-0.049
Si	7.365	8.034	30.869	-0.047	-0.143	0.604
Si	12.384	11.863	33.447	0.241	0.109	0.606
Si	11.226	-0.137	31.032	0.31	0.03	0.592
Si	11.252	4.618	31.397	-0.234	-0.274	0.532
Si	12.419	8.06	33.437	-0.01	-0.039	0.034
Si	4.66	11.907	33.2	-0.2	0.122	0.836
Si	4.862	0.5	33.365	0.169	-0.091	0.693
Si	4.593	4.485	33.251	-0.357	-0.128	0.748
Si	4.732	8.043	33.569	0.373	0.123	0.462
Si	7.748	11.99	33.341	0.136	-0.033	0.731
Si	7.269	0.517	33.403	-0.223	-0.112	0.611
Si	7.692	4.248	33.353	0.55	0.012	0.213
Si	7.156	8.057	33.246	-0.049	0.035	0.024
Si	10.239	12.242	31.295	0.116	0.076	0.14
Si	12.389	0.29	33.117	0.023	-0.006	0.041
Si	12.422	4.271	33.386	0.03	-0.022	0.024
Si	11.674	7.753	31.248	0.277	0.05	0.612
Si	14.811	11.888	33.291	-0.156	0.14	0.749
Si	14.869	0.355	33.062	0.006	-0.043	0.063
Si	14.854	4.273	33.185	-0.16	-0.011	0.659
Si	14.815	8.161	33.27	-0.126	-0.117	0.623
Si	4.198	-1.501	34.461	-0.003	0.024	-0.052
Si	4.14	2.449	34.468	-0.022	0.01	-0.076
Si	4.266	6.172	34.845	-0.051	-0.025	0.004
Si	4.213	10.061	34.607	-0.04	0.019	-0.063
Si	7.909	-1.431	34.596	-0.003	-0.018	-0.037
Si	7.884	2.353	34.71	0.017	0.015	-0.022
Si	7.912	6.226	34.58	0.035	0.011	-0.017
Si	7.892	9.96	34.524	0.024	0.013	-0.026
Si	11.89	-1.52	34.583	-0.011	-0.04	-0.057
Si	11.875	2.242	34.46	-0.063	0	-0.06
Si	11.923	6.154	34.699	-0.036	-0.011	0.035
Si	11.875	9.962	34.693	-0.035	-0.005	-0.005
Si	15.493	-1.518	34.43	0.033	-0.024	-0.11
Si	15.486	2.294	34.362	0.033	0.006	-0.112
Si	15.528	6.19	34.442	0.064	0.018	-0.1
Si	15.516	10.017	34.545	0.031	0.053	-0.073
Si	17.54	-1.511	35.701	-0.007	-0.002	0.004
Si	17.5	2.339	35.702	0.01	-0.008	-0.007
Si	17.51	6.177	35.814	0.009	0.017	0.042
Si	17.546	10.038	35.797	0.022	-0.031	0.008
Si	6.014	-1.504	35.992	-0.001	0.012	-0.012
Si	5.956	2.414	36.029	-0.008	-0.014	0.025
Si	6.149	6.155	36.163	0.085	0.036	-0.005
Si	6.073	10.045	36.034	0.03	0.012	-0.022
Si	9.896	-1.483	35.858	0.002	-0.02	0
Si	9.929	2.301	35.849	0.004	0.018	0.013
Si	9.892	6.198	35.88	-0.012	-0.017	0.016
Si	9.848	9.966	35.872	-0.024	0.028	-0.017
Si	13.744	-1.528	36.012	-0.006	-0.017	-0.012
Si	13.72	2.272	35.936	-0.029	0.051	-0.04
Si	13.801	6.164	36.069	-0.035	0.004	-0.045
Si	13.746	9.998	36.093	-0.025	-0.024	0.006
Si	17.552	11.976	37.156	-0.018	0.013	-0.004
Si	17.546	0.413	37.118	0.031	-0.018	-0.016
Si	17.52	4.232	37.166	0.014	0.013	-0.002
Si	17.552	8.11	37.197	0.028	-0.013	-0.021
Si	6.049	11.973	37.353	-0.032	0.021	0.019
Si	5.996	0.438	37.31	-0.028	-0.007	0.02
Si	6.055	4.242	37.458	-0.008	-0.008	0.013
Si	6.073	8.133	37.393	-0.01	-0.024	0.023
Si	9.865	11.942	37.201	0.031	0.006	0.024
Si	9.906	0.409	37.259	-0.033	-0.001	-0.007
Si	9.896	4.24	37.221	0.014	0.008	0.003
Si	9.89	8.09	37.289	0.016	-0.002	0.006
Si	13.736	11.949	37.365	0	-0.003	0.053
Si	13.738	0.396	37.335	0.01	-0.027	0.006
Si	13.751	4.194	37.317	-0.021	0.018	0.022
Si	13.764	8.078	37.408	0.018	0.005	0.044
Si	4.062	11.957	38.601	-0.012	0.009	0.005
Si	4.039	0.414	38.594	0.009	0.004	0.008
Si	4.033	4.259	38.629	-0.017	-0.014	0.001
Si	4.072	8.104	38.62	0.008	0.007	0.013
Si	7.995	11.964	38.653	0.018	-0.001	-0.001
Si	7.967	0.419	38.622	0.002	0.017	-0.001
Si	8.028	4.221	38.691	0.018	-0.002	0.016
Si	8.005	8.113	38.704	0.004	-0.011	0.013
Si	11.764	11.945	38.634	-0.005	-0.014	-0.004
Si	11.799	0.405	38.659	-0.007	0.001	0.015
Si	11.8	4.245	38.63	-0.026	0.018	-0.001
Si	11.797	8.092	38.679	-0.012	-0.002	0.018
Si	15.697	11.959	38.637	-0.004	-0.011	0.009
Si	15.696	0.407	38.613	0.023	-0.014	0.01
Si	15.679	4.217	38.643	0.001	0.01	0.007
Si	15.713	8.105	38.681	-0.022	0	0.006
Si	15.428	1.911	11.583	-0.022	-0.02	-0.005
Si	15.435	5.752	11.559	0.008	0.001	-0.012
Si	15.396	9.576	11.552	0.017	-0.008	-0.002
Si	15.435	13.44	11.545	-0.005	0.012	-0.015
Si	3.892	1.91	11.565	0.009	-0.008	-0.016
Si	3.924	5.75	11.561	0.004	-0.003	0.001
Si	3.895	9.586	11.55	-0.001	-0.005	-0.008
Si	3.919	13.431	11.559	0.019	0.028	-0.007
Si	7.746	1.924	11.56	-0.031	-0.01	-0.011
Si	7.715	5.738	11.541	-0.005	0	-0.016
Si	7.714	9.56	11.513	0.013	0.002	-0.008
Si	7.725	13.437	11.537	-0.006	0.012	-0.006
Si	11.633	1.918	11.576	0.011	-0.014	0.003
Si	11.636	5.745	11.559	-0.009	-0.002	0.002
Si	11.615	9.58	11.548	-0.011	0.007	-0.005
Si	11.633	13.436	11.56	0.005	0.015	-0.002
Si	13.532	1.893	13.002	0.012	0.018	-0.009
Si	13.544	5.72	12.966	0	0.004	0.03
Si	13.502	9.602	12.971	0	-0.028	0.02
Si	13.55	13.483	12.958	-0.013	-0.011	-0.009
Si	1.965	1.949	12.929	0.011	-0.033	0.019
Si	1.988	5.79	12.89	0.011	0.004	-0.029
Si	1.945	9.566	12.876	-0.017	0.015	-0.013
Si	1.976	13.396	12.879	0.018	-0.03	-0.017
Si	5.816	1.894	12.923	-0.017	0.002	-0.011
Si	5.826	5.724	12.967	0.009	0.003	0.024
Si	5.819	9.57	12.912	-0.013	0.006	0.017
Si	5.832	13.457	12.951	0.006	0.007	-0.032
Si	9.692	1.965	12.892	-0.013	-0.002	0.018
Si	9.667	5.756	12.84	0.031	0.001	-0.026
Si	9.65	9.516	12.833	0.004	0.008	-0.031
Si	9.671	13.409	12.845	0.013	-0.013	-0.032
Si	13.549	-0.019	14.406	0.005	-0.005	0.006
Si	13.566	3.81	14.388	-0.025	-0.023	0.022
Si	13.496	7.645	14.319	0.022	0.039	-0.012
Si	13.54	11.571	14.312	-0.013	-0.029	0.005
Si	1.988	-0.049	14.176	-0.021	0.04	-0.006
Si	1.965	3.921	14.279	-0.02	-0.031	0.021
Si	1.978	7.688	14.283	0.002	0.006	0.023
Si	1.923	11.457	14.243	-0.014	0.055	-0.016
Si	5.858	0.006	14.328	-0.011	-0.011	-0.02
Si	5.813	3.775	14.329	0.002	-0.034	-0.002
Si	5.812	7.666	14.315	-0.001	-0.014	0.016
Si	5.817	11.499	14.26	-0.001	0.018	-0.007
Si	9.698	-0.018	14.131	-0.017	-0.012	-0.024
Si	9.711	3.919	14.26	0.016	-0.033	0.041
Si	9.636	7.622	14.24	-0.026	0.005	0.007
Si	9.64	11.43	14.135	-0.013	0.029	-0.006
Si	15.567	0.009	15.681	-0.036	-0.031	0.047
Si	15.501	3.908	15.771	0.004	-0.029	-0.009
Si	15.445	7.706	15.653	-0.008	0.014	-0.005
Si	15.453	11.54	15.721	0.001	0.031	0.032
Si	3.867	-0.018	15.583	0.061	-0.015	0.021
Si	3.858	3.85	15.68	0.028	-0.019	-0.011
Si	3.885	7.698	15.688	-0.011	0.013	-0.022
Si	3.86	11.423	15.556	0.008	0.03	0.015
Si	7.867	-0.01	15.588	-0.064	-0.035	0.034
Si	7.787	3.775	15.616	-0.02	-0.038	-0.027
Si	7.75	7.637	15.661	0.034	0.028	0.014
Si	7.769	11.459	15.565	0.004	0.045	0.011
Si	11.509	-0.015	15.631	0.003	-0.017	0.115
Si	11.612	3.892	15.713	-0.038	0	0.048
Si	11.52	7.57	15.633	0.074	-0.042	0.01
Si	11.525	11.529	15.51	-0.023	0.098	-0.002
Si	16.237	1.943	16.876	0.037	0.04	0.005
Si	15.358	5.878	17.149	-0.089	0.023	-0.01
Si	15.46	9.608	17.075	-0.013	0.004	0.079
Si	15.923	13.473	17.019	-0.207	-0.004	-0.802
Si	3.256	1.884	16.833	-0.233	0.08	-0.563
Si	3.767	5.772	17.061	0.001	0.006	0.011
Si	3.918	9.629	17.097	0.005	-0.056	0.082
Si	3.643	13.363	16.793	0.094	0.093	-0.728
Si	8.526	1.875	16.847	0.106	0.015	-0.093
Si	7.531	5.671	16.971	-0.034	0	-0.022
Si	7.78	9.584	17.007	-0.008	0	0.038
Si	8.318	13.401	16.769	0.292	0.013	-0.56
Si	10.977	1.932	16.872	-0.247	0.048	-0.649
Si	11.679	5.764	17.237	0.433	0.047	-0.393
Si	11.622	9.578	16.8	0.03	-0.03	0.023
Si	10.804	13.412	16.755	-0.254	0.049	-0.728
Si	12.625	2.168	19.633	-0.012	0.007	-0.09
Si	13.523	6.676	18.471	-0.104	0.023	-0.624
Si	13.452	9.061	18.165	0.102	-0.214	-0.617
Si	15.275	-1.155	19.871	-0.078	0.097	-0.12
Si	15.641	1.924	19.121	0.196	0.033	-0.632
Si	17.28	6.175	18.425	-0.004	-0.196	-0.764
Si	1.994	9.32	18.438	-0.007	0.197	-0.788
Si	14.801	9.658	22.661	0.016	-0.038	-0.059
Si	5.168	1.312	19.133	-0.102	-0.08	-0.107
Si	5.652	6.083	18.382	-0.031	-0.232	-0.641
Si	5.888	9.272	18.392	-0.029	0.299	-0.706
Si	6.016	-1.487	18.672	0.099	0.021	-0.086
Si	7.88	2.367	19.01	0.246	-0.14	-0.541
Si	8.939	5.264	18.722	-0.235	0.153	-0.659
Si	9.798	9.709	18.206	-0.102	-0.123	-0.734
Si	10.803	12.39	19.48	0.104	-0.165	-0.097
Si	12.935	-0.373	21.525	-0.04	0.056	-0.054
Si	13.687	0.202	24.423	0.017	0.079	0.013
Si	16.261	-1.589	24.746	-0.037	0.023	-0.046
Si	17.561	10.245	21.418	-0.091	0.033	-0.219
Si	17.487	13.327	21.87	-0.038	0.016	-0.013
Si	4.965	-0.75	21.283	-0.033	0.052	-0.183
Si	6.671	4.937	25.39	-0.132	0.059	0.044
Si	6.623	2.835	23.098	-0.096	0.142	-0.041
Si	6.903	9.78	21.21	-0.125	0.028	-0.199
Si	11.25	3.302	21.896	0.01	0.115	0.028
Si	8.91	1.274	21.652	-0.028	0.103	-0.141
Si	8.62	11.386	22.961	0.054	-0.034	-0.12
Si	17.462	4.007	20.716	-0.064	0.053	-0.076
Si	4.414	0.809	27.764	0.099	0.001	0.052
Si	13.728	6.792	21.735	-0.06	0.047	-0.168
Si	17.465	2.607	26.919	-0.051	0.588	0.565
Si	10.043	-1.51	21.839	0.012	0.028	-0.114
Si	15.729	4.84	23.115	0.009	0.045	0.08
Si	10.782	6.14	22.523	0.039	-0.044	-0.078
Si	7.524	11.643	25.797	0.075	-0.014	-0.037
Si	14.935	1.65	28.381	0.019	0.043	-0.011
Si	4.538	11.247	25.582	0.059	-0.118	0.063
Si	17.852	4.474	28.163	-0.188	-0.418	-0.391
Si	8.122	-0.7	25.898	-0.05	0.044	-0.104
Si	15.736	10.184	28.375	-0.044	0.062	0.093
Si	8.084	5.161	29.708	0.06	-0.277	0.476
Si	11.837	4.944	26.362	-0.072	-0.053	-0.029
Si	3.444	10.305	28.241	-0.006	0.002	0.085
Si	11.114	-0.944	25.872	0.058	0.162	0.041
Si	5.445	5.045	28.106	0.005	0.019	-0.023
Si	9.134	7.684	20.451	0.012	0.01	-0.164
Si	4.995	4.662	21.169	-0.087	0.109	0.062
Si	10.768	7.426	25.078	0.008	-0.016	-0.019
Si	12.75	10.549	20.917	0.026	-0.04	-0.155
Si	12.266	0.61	28.291	0.034	0.059	0.076
Si	9.787	9.616	26.813	-0.03	0.037	-0.029
Si	11.126	9.859	23.334	-0.008	-0.009	-0.01
Si	3.692	-1.151	25.744	0.009	-0.001	0.193
Si	5.701	0.193	23.971	0.104	-0.018	0.127
Si	8.956	4.285	26.997	-0.017	-0.082	0.089
Si	4.506	9.284	23.1	0.023	-0.052	-0.007
Si	14.928	11.017	25.499	-0.026	-0.026	-0.102
Si	7.505	1.563	27.851	-0.058	0.141	0.031
Si	11.922	11.478	25.653	-0.017	-0.046	-0.085
Si	4.598	6.311	23.786	-0.025	-0.131	-0.007
Si	12.626	3.478	28.793	0.055	-0.127	-0.073
Si	13.363	3.175	24.255	-0.021	0.051	-0.017
Si	17.564	4.994	25.364	-0.032	0.025	0.187
Si	15.404	13.449	0.634	0.022	-0.001	0
Si	15.398	1.907	0.625	0.017	-0.006	0.001
Si	15.392	5.742	0.637	0.028	-0.008	0.001
Si	15.395	9.597	0.648	0.015	0.01	0.001
Si	3.933	13.462	0.685	-0.021	-0.011	0.008
Si	3.916	1.918	0.655	-0.028	-0.007	-0.003
Si	3.931	5.719	0.688	-0.022	0.01	0.004
Si	3.93	9.581	0.683	-0.021	0.004	0.003
Si	7.73	13.445	0.668	0.025	-0.005	0.012
Si	7.723	1.89	0.661	0.023	0.006	0.007
Si	7.733	5.746	0.664	0.025	-0.008	0.007
Si	7.735	9.574	0.67	0.026	0.014	0.011
Si	11.629	13.455	0.669	-0.02	-0.004	0.012
Si	11.623	1.907	0.649	-0.026	0.006	0.006
Si	11.625	5.723	0.663	-0.027	-0.001	0.011
Si	11.622	9.571	0.657	-0.031	0.011	0.009
Si	1.964	13.448	1.987	0.001	0.004	-0.015
Si	1.96	1.903	1.978	-0.006	0	-0.012
Si	1.958	5.74	1.985	0	0.004	-0.009
Si	1.963	9.587	1.99	0.001	-0.022	-0.009
Si	5.835	13.447	2.06	0.003	0.012	0.004
Si	5.82	1.905	2.041	0.004	0.013	0.01
Si	5.837	5.732	2.057	-0.005	-0.009	0.012
Si	5.834	9.586	2.057	0.003	-0.009	0.001
Si	9.678	13.447	2.004	0.001	0.003	-0.003
Si	9.674	1.895	1.994	0.007	0.001	-0.006
Si	9.677	5.738	2.002	0.005	0.001	-0.005
Si	9.68	9.586	2.005	0.001	0.006	-0.002
Si	13.526	13.447	2.048	-0.006	0.008	0.002
Si	13.518	1.901	2.037	-0.005	-0.004	0
Si	13.518	5.737	2.049	-0.004	0.001	0.005
Si	13.513	9.59	2.049	-0.003	-0.012	0.007
Si	1.967	-0.018	3.355	-0.004	0	0.003
Si	1.965	3.819	3.355	-0.003	0.001	-0.004
Si	1.967	7.664	3.355	-0.009	-0.003	0.007
Si	1.97	11.519	3.353	-0.006	0.006	-0.008
Si	5.825	-0.015	3.406	0.004	-0.007	0.004
Si	5.831	3.815	3.412	0.008	0.007	0.009
Si	5.826	7.661	3.407	-0.004	-0.001	0.004
Si	5.83	11.516	3.407	-0.002	0	0.001
Si	9.675	-0.02	3.372	0.005	-0.004	-0.002
Si	9.67	3.814	3.367	-0.008	-0.003	0
Si	9.677	7.662	3.37	0.008	-0.002	-0.006
Si	9.674	11.518	3.365	0.001	0.005	0.002
Si	13.521	-0.018	3.401	0.003	-0.001	0.006
Si	13.518	3.816	3.403	0.013	0.001	0.003
Si	13.519	7.665	3.401	0.003	0.003	0.008
Si	13.515	11.518	3.399	-0.004	-0.004	0
Si	15.451	-0.02	4.747	-0.011	0.005	0.002
Si	15.45	3.817	4.746	-0.007	-0.001	0.002
Si	15.451	7.666	4.745	-0.002	-0.005	0.001
Si	15.45	11.518	4.742	-0.005	-0.007	0
Si	3.882	-0.023	4.738	0.006	0.005	-0.003
Si	3.882	3.819	4.735	0.003	0.001	-0.006
Si	3.882	7.665	4.736	0.001	-0.005	-0.001
Si	3.885	11.519	4.737	0.006	-0.006	-0.001
Si	7.759	-0.02	4.751	-0.004	0.014	-0.001
Si	7.762	3.814	4.755	-0.004	-0.006	0.001
Si	7.761	7.663	4.748	0.006	-0.002	-0.004
Si	7.763	11.518	4.751	0.004	0	-0.001
Si	11.589	-0.023	4.749	0.005	0	0.003
Si	11.584	3.815	4.744	0.003	0.003	-0.004
Si	11.588	7.666	4.747	0.001	0	-0.001
Si	11.585	11.52	4.748	0.002	0.003	0.003
Si	15.447	13.441	6.107	0.009	0.001	-0.003
Si	15.45	1.899	6.112	0.014	0.001	0.002
Si	15.45	5.742	6.103	0.003	-0.001	0
Si	15.452	9.593	6.102	0	-0.003	-0.001
Si	3.888	13.442	6.105	-0.011	0.003	0
Si	3.888	1.899	6.102	-0.01	0.002	-0.003
Si	3.882	5.741	6.097	-0.002	-0.005	0.002
Si	3.885	9.592	6.095	-0.005	-0.001	0
Si	7.756	13.443	6.115	0.005	0.007	0
Si	7.759	1.896	6.12	0.01	0	0.007
Si	7.758	5.741	6.111	0.001	-0.002	0.006
Si	7.761	9.59	6.107	-0.002	0	0
Si	11.589	13.442	6.113	-0.004	0.003	0.001
Si	11.59	1.898	6.113	-0.005	-0.002	0.001
Si	11.588	5.739	6.103	0.003	-0.002	0
Si	11.586	9.592	6.104	0.002	-0.002	-0.001
Si	1.973	13.439	7.482	-0.01	0.003	-0.002
Si	1.979	1.901	7.482	0	-0.001	0.004
Si	1.973	5.742	7.48	-0.008	-0.003	0
Si	1.977	9.592	7.48	0.002	-0.001	0.007
Si	5.819	13.447	7.463	0.005	-0.008	0.001
Si	5.817	1.894	7.458	-0.002	0.009	-0.005
Si	5.814	5.738	7.444	-0.005	0.005	-0.005
Si	5.819	9.592	7.442	0.007	-0.009	-0.003
Si	9.674	13.443	7.488	0.003	0.001	0.003
Si	9.678	1.897	7.489	-0.003	0.004	0.004
Si	9.677	5.74	7.48	0.01	-0.002	0.001
Si	9.675	9.59	7.486	0.009	-0.002	0.003
Si	13.52	13.446	7.466	-0.007	-0.009	0.001
Si	13.521	1.898	7.465	0.001	0.008	0.002
Si	13.52	5.738	7.449	-0.001	0.006	-0.007
Si	13.519	9.593	7.448	0.004	-0.006	-0.002
Si	1.976	-0.022	8.844	0.004	0	-0.003
Si	1.976	3.822	8.849	0.008	-0.001	0.006
Si	1.973	7.666	8.842	0.001	-0.011	0.008
Si	1.974	11.515	8.848	0.001	0.002	0.004
Si	5.818	-0.018	8.835	-0.007	0.015	-0.001
Si	5.814	3.819	8.811	-0.001	0.007	-0.006
Si	5.81	7.664	8.795	-0.001	-0.001	-0.007
Si	5.819	11.511	8.807	-0.003	-0.009	-0.001
Si	9.679	-0.021	8.857	0.004	0.002	0.005
Si	9.68	3.821	8.85	-0.004	-0.003	0.002
Si	9.679	7.66	8.845	-0.003	-0.001	0.004
Si	9.675	11.516	8.848	-0.002	0.008	0.006
Si	13.522	-0.019	8.834	0.006	-0.001	0.003
Si	13.527	3.824	8.819	0.002	0.011	-0.004
Si	13.52	7.664	8.797	0	-0.004	-0.007
Si	13.518	11.512	8.812	0.001	-0.016	-0.002
Si	15.439	-0.011	10.206	0.023	-0.005	-0.008
Si	15.431	3.824	10.204	0.018	-0.006	-0.001
Si	15.417	7.663	10.183	0.006	0.007	0.001
Si	15.42	11.507	10.195	0.01	0.007	-0.003
Si	3.897	-0.021	10.207	-0.026	-0.003	-0.002
Si	3.91	3.827	10.197	-0.022	-0.011	-0.008
Si	3.911	7.666	10.187	-0.009	0.005	0.004
Si	3.915	11.511	10.19	-0.013	0.008	-0.001
Si	7.741	-0.01	10.201	0.009	-0.002	-0.002
Si	7.729	3.823	10.176	0.021	0.001	-0.003
Si	7.72	7.647	10.16	0.012	0.004	-0.002
Si	7.729	11.508	10.181	0.02	-0.003	-0.009
Si	11.613	-0.015	10.215	-0.021	0.001	-0.007
Si	11.623	3.826	10.196	-0.015	0.001	-0.005
Si	11.626	7.661	10.186	0.006	0.005	-0.001
Si	11.616	11.512	10.196	-0.016	-0.004	-0.006
O	17.305	12.473	30.233	0.108	0.245	0.026
O	15.251	11.741	31.717	-0.051	-0.272	-0.115
O	17.433	-0.091	31.037	0.047	-0.084	0.295
O	15.35	4.331	31.6	-0.088	-0.212	-0.338
O	17.029	6.331	31.509	-0.387	0.261	0.227
O	3.59	6.868	29.876	-0.275	0.085	-0.184
O	15.108	8.396	31.657	0.395	0.146	-0.178
O	3.779	11.687	31.852	-0.104	-0.406	-0.254
O	4.439	0.63	31.788	0.168	0.399	-0.239
O	3.853	5.065	31.899	-0.052	-0.19	-0.306
O	6.143	4.29	32.763	-0.012	-0.082	-0.218
O	3.755	7.759	32.265	-0.219	0.438	-0.223
O	11.598	11.722	32.005	0.173	-0.091	-0.417
O	8.923	12.082	32.218	-0.044	-0.06	-0.131
O	10.111	0.996	30.744	0.093	0.313	0.222
O	7.764	0.719	31.848	-0.229	-0.141	-0.286
O	10.515	8.799	30.858	0.053	-0.096	0.319
O	12.136	3.412	20.546	-0.039	0.758	-0.186
O	15.078	13.537	18.417	-0.576	-0.316	0.33
O	2.131	13.402	17.45	0.045	-0.003	0.45
O	3.831	1.812	18.384	-0.077	0.256	0.223
O	4.781	13.146	17.948	-0.141	-0.397	-0.031
O	6.251	2.516	19.144	-0.209	0.717	0.125
O	7.464	13.373	18.198	-0.016	-0.079	0.289
O	11.635	1.961	18.378	0.011	0.051	0.084
O	10.508	5.472	18.361	0.312	0.153	0.243
O	11.431	13.248	18.265	0.587	0.266	0.28
O	9.891	11.152	18.978	-0.149	0.405	0.048
O	15.865	12.268	25.092	-0.005	-0.11	-0.002
O	12.592	0.808	20.488	-0.112	-0.257	-0.142
O	13.681	1.74	24.935	0.189	0.126	0.24
O	4.209	12.788	25.288	0.264	-0.068	-0.568
O	16.332	5.531	24.458	-0.269	0.512	0.176
O	15.523	1.142	29.795	0.201	0.457	0.15
O	15.023	8.894	29.024	0.105	-0.079	-0.3
O	4.143	-1.561	30.36	0.636	-0.019	-0.342
O	4.325	-0.713	27.182	0.406	-0.644	0.373
O	3.873	0.822	29.283	-0.036	0.195	0.141
O	14.196	3.066	28.701	0.272	0.423	-0.129
O	5.853	8.094	30.297	-0.227	0.181	0.215
O	8.588	10.625	26.447	-0.083	-0.006	0.107
O	9.743	9.239	28.369	0.197	-0.313	-0.145
O	8.052	6.725	30.176	0.538	-0.11	-0.205
O	12.399	6.237	22.479	0.183	0.108	0.142
O	11.724	6.531	26.037	0.526	0.424	0.443
O	11.786	11.139	24.073	0.345	0.518	-0.456
O	12.257	-0.028	29.783	0.364	-0.167	0.101
O	11.325	-0.233	27.31	-0.342	-0.078	0.042
O	11.778	2.167	28.313	-0.44	0.02	-0.009
O	12.163	3.85	30.284	0.328	-0.057	0.058
O	10.402	4.179	26.287	0	-0.285	-0.146
O	11.144	6.221	31.064	-0.172	-0.06	-0.397
O	12.902	8.013	30.224	-0.125	0.105	-0.485
O	14.988	5.924	22.207	0.248	0.258	-0.215
O	16.679	2.764	20.042	0.222	0.015	-0.049
O	14.706	3.673	23.531	0.286	-0.214	-0.257
O	13.238	9.647	19.68	-0.08	0.194	0.196
O	13.939	-1.374	20.747	-0.211	-0.476	-0.246
O	7.619	11.648	24.187	-0.292	0.279	-0.037
O	17.214	5.322	19.806	-0.178	0.112	0.278
O	4.811	0.726	20.597	-0.284	0.31	0.438
O	2.002	7.744	18.9	0.147	0.059	0.237
O	2.329	11.742	21.973	0.331	0.068	0.163
O	5.852	-0.669	22.617	0.317	-0.496	0.16
O	5.871	0.095	18.296	0.342	0.196	-0.591
O	5.797	7.675	18.759	-0.092	0.01	0.359
O	5.591	5.315	19.82	0.141	-0.23	0.169
O	6.03	6.14	24.53	0.39	0.598	0.05
O	6.072	10.047	19.836	-0.28	0.676	0.264
O	5.802	-1.684	20.256	0.138	-0.427	0.499
O	13.571	6.599	20.128	-0.054	-0.015	0.108
O	8.346	1.294	20.135	-0.124	-0.464	-0.14
O	8.641	3.776	19.319	0.341	0.119	0.418
O	8.529	6.306	19.886	-0.249	-0.086	0.273
O	9.912	8.495	19.29	0.57	-0.168	0.117
O	9.085	-0.252	22.113	-0.298	-0.122	0.394
O	9.855	13.381	20.316	-0.333	0.113	-0.476
O	13.706	0.222	22.808	0.553	0.433	-0.056
O	16.924	4.223	22.221	0.063	-0.126	0.08
O	17.403	10.219	19.803	0.038	0.483	0.043
O	3.531	5.424	24.606	0.18	-0.247	-0.072
O	4.288	-0.129	24.661	-0.444	0.381	-0.258
O	7	-0.131	24.88	0.156	0.224	-0.019
O	17.386	3.367	25.464	0.124	-0.442	-0.632
O	6.089	3.699	21.856	0.421	-0.159	-0.208
O	10.168	6.367	24.005	-0.432	-0.215	0.256
O	12.178	3.039	23.178	-0.186	-0.284	-0.005
O	11.598	-1.112	22.042	0.063	-0.39	0.206
O	10.323	2.013	21.726	0.242	-0.234	-0.004
O	10.471	-1.582	30.956	-0.478	0.036	-0.269
O	5.679	4.494	26.603	-0.415	-0.319	-0.152
O	17.311	10.028	28.672	0.117	-0.357	0.392
O	5.886	1.486	27.675	-0.121	0.229	-0.096
O	16.303	9.53	22.119	0.083	-0.256	0.156
O	6.626	4.645	29.152	-0.298	-0.297	0.132
O	3.508	-1.328	21.615	-0.017	-0.067	-0.122
O	10.19	7.3	21.59	0.054	0.13	0.184
O	9.52	10.075	23.312	-0.332	-0.377	0.292
O	8.188	2.852	27.121	-0.115	0.021	-0.556
O	8.102	0.206	27.229	0.361	-0.308	0.136
O	15.521	10.233	26.78	-0.06	-0.222	-0.315
O	12.382	4.77	27.868	-0.065	0.409	0.459
O	7.925	8.56	21	-0.204	-0.242	0.116
O	15.177	11.543	29.088	-0.54	0.261	-0.179
O	6.97	3.734	24.375	0.241	-0.264	0.191
O	5.978	9.356	22.455	0.396	-0.369	0.409
O	4.078	11.44	29.209	0.484	0.084	-0.142
O	12.891	4.235	25.372	0.084	-0.026	-0.14
O	7.936	2.038	22.658	0.186	0.103	0.194
O	10.372	4.649	22.054	-0.322	0.044	-0.3
O	3.493	10.738	26.696	-0.327	0.098	-0.302
O	8.083	9.409	30.383	-0.148	0.575	-0.046
O	11.644	9.777	21.813	-0.236	-0.35	-0.221
O	15.213	-1.415	30.318	-0.652	-0.128	-0.125
O	16.104	1.792	27.279	-0.166	-0.145	-0.308
O	9.598	12.66	22.796	0.398	-0.036	0.499
O	5.428	6.667	28.055	0.365	0.309	-0.396
O	8.069	5.311	26.101	0.269	0.633	-0.084
O	16.529	13.572	20.609	0.152	-0.093	-0.147
O	7.878	1.605	29.414	-0.151	0.043	-0.114
O	17.459	-1.117	25.741	-0.295	0.15	0.285
O	9.635	-0.59	25.299	-0.033	0.332	-0.618
O	13.491	11.59	25.963	-0.008	0.385	0.429
O	15.589	0.418	19.699	0.25	-0.017	0.058
O	11.541	8.535	24.171	0.556	-0.107	-0.127
O	14.024	8.293	22.266	-0.27	0.177	0.308
O	14.985	-0.612	24.943	-0.101	-0.078	0.092
O	12.049	11.883	20.364	0.116	0.521	0.268
O	14.031	10.857	21.862	0.401	0.442	0.047
O	5.549	1.75	23.595	-0.653	0.085	0.16
O	9.134	4.958	28.466	0.477	0.255	0.136
O	16.891	4.717	29.439	-0.049	-0.38	0.28
O	14.134	2.54	19.185	-0.111	0.305	-0.322
O	4.229	7.871	23.82	-0.164	0.079	0.192
O	6.23	11.955	32.699	-0.076	-0.042	-0.396
O	3.677	3.782	20.808	0.205	-0.687	-0.078
O	7.749	11.101	21.627	0.06	0.521	-0.419
O	3.372	1.648	26.866	0.193	-0.076	-0.586
O	6.04	11.13	26.173	0.009	-0.069	0.217
O	14.798	9.987	24.247	0.05	-0.376	0.074
O	17.6	5.549	26.912	-0.21	0.415	0.129
O	4.337	10.433	24.213	-0.189	0.324	-0.06
O	11.18	12.845	26.045	-0.491	-0.039	0.33
O	16.801	-1.512	23.223	-0.097	0.335	-0.008
O	9.981	11.279	30.016	0.054	0.18	-0.648
O	4.636	5.823	22.243	-0.215	0.407	-0.222
O	4.031	4.466	28.621	0.165	-0.389	0.263
O	14.931	6.397	29.953	-0.315	-0.269	-0.365
O	12.307	-0.485	24.899	-0.031	0.018	-0.055
O	3.488	9.44	21.863	0.059	-0.151	-0.343
O	7.786	-2.231	26.307	-0.212	0.068	0.528
O	13.822	0.608	27.818	0.103	-0.635	-0.612
O	11.22	10.304	26.511	0.221	-0.234	0.135
O	9.684	8.231	25.967	-0.413	-0.019	0.067
O	4.294	8.959	28.381	0.186	0.137	-0.201

Results
total energy: -107330.610 eV
total energy less fixed offsets of O -438.35, Si -107.03 eV per atom: 0.680 eV
